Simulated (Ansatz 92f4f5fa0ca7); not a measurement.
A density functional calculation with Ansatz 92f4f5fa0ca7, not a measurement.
Periodic cell of 224 atoms, Si134O86N4, from a study of silicon, its oxide and their interface. The atomic structure is a simulated model.
This geometry differs little from another in the collection (a relaxation step or a small displacement).

Settings: functional r2SCAN; potential files Ansatz PAW; basis plane waves; wave-function cutoff 800 eV; density cutoff ratio 5; exchange-correlation grid ratio 1; k mesh 1 x 1 x 1, shifted by 0.5 0.5 0 of a step; self-consistency stop 1e-10 eV per atom in the density residual; occupations fixed; spin none; net charge 0.

Cell vectors (angstrom)
a 10.88 0 0
b 0 10.88 0
c 0 0 32.3759

Atoms: element, x, y, z (angstrom)
Si 0.2114 -0.0083 -0.0244
Si 2.5862 2.8354 -0.0459
Si 0.4104 5.1513 -0.0375
Si 2.3126 8.5105 -0.0378
Si 5.7619 -0.1178 -0.0769
Si 7.8352 2.9702 0.1161
Si 5.7587 5.3068 -0.0748
Si 7.9355 8.4781 -0.0478
Si 1.4022 1.4097 1.3716
Si 4.1345 4.1178 1.1835
Si 1.337 6.8468 1.2993
Si 4.0744 9.5813 1.1395
Si 6.7504 1.3928 1.4291
Si 9.5643 4.1127 1.2352
Si 6.8387 6.8714 1.2872
Si 9.5024 9.6427 1.2336
Si -0.0213 2.7448 2.6623
Si 2.768 0.0119 2.6333
Si -0.0797 8.1905 2.6105
Si 2.7636 5.4742 2.5874
Si 5.3597 2.756 2.6819
Si 8.1799 0.0474 2.6916
Si 5.3889 8.1913 2.5812
Si 8.2115 5.4913 2.62
Si 1.372 4.1206 3.9619
Si 4.0406 1.3822 4.0369
Si 1.3548 9.521 3.9376
Si 4.0881 6.8115 3.9786
Si 6.8141 4.0976 3.9536
Si 9.5367 1.3792 4.0376
Si 6.7709 9.5332 3.9694
Si 9.5024 6.8398 4.0229
Si 0.0114 -0.0128 5.3472
Si 2.673 2.7294 5.3671
Si 0.0113 5.4666 5.3357
Si 2.6958 8.1597 5.3083
Si 5.4244 0.0152 5.3439
Si 8.1472 2.7282 5.3447
Si 5.444 5.4319 5.3287
Si 8.114 8.1685 5.3646
Si 1.3369 1.3471 6.7262
Si 4.0736 4.0677 6.6992
Si 1.3587 6.8205 6.6984
Si 4.0572 9.5075 6.6677
Si 6.791 1.3549 6.7011
Si 9.525 4.0817 6.6746
Si 6.7814 6.7684 6.712
Si 9.511 9.5201 6.7068
Si -0.0382 2.7105 8.0568
Si 2.7007 -0.0435 8.0492
Si -0.0193 8.1453 8.0729
Si 2.7119 5.4477 8.0368
Si 5.4414 2.705 8.0669
Si 8.1201 -0.0297 8.0614
Si 5.3892 8.1241 8.0248
Si 8.1626 5.3982 8.0507
Si 1.3249 4.1112 9.3741
Si 4.0962 1.2846 9.3762
Si 1.36 9.4768 9.4457
Si 4.0725 6.7707 9.4248
Si 6.8131 4.0587 9.4446
Si 9.4468 1.3658 9.4023
Si 6.7794 9.4074 9.388
Si 9.4983 6.7589 9.4122
Si -0.0801 -0.0209 10.6939
Si 2.7607 2.7526 10.6088
Si -0.0558 5.4209 10.8047
Si 2.7017 8.059 10.8294
Si 5.4159 -0.1524 10.7312
Si 8.1163 2.6829 10.8566
Si 5.5181 5.4957 10.7899
Si 8.0857 8.0131 10.7983
Si 1.2949 1.4726 11.8494
Si 4.1703 4.0562 11.9705
Si 1.3072 6.7226 12.2169
Si 4.127 9.3589 12.167
Si 6.7477 1.1757 12.0929
Si 9.4269 4.1444 12.2257
Si 6.8267 6.706 12.4052
Si 9.4434 9.4156 12.0244
Si 0.0076 2.7678 13.3518
Si 2.5764 -0.0185 13.0114
Si -0.1736 8.1126 13.4876
Si 2.7809 5.2647 13.3925
Si 5.4013 2.6063 13.3394
Si 8.1279 -0.1958 13.4736
Si 5.483 8.1286 13.8084
Si 8.1282 5.2518 13.9495
Si 1.7008 3.641 14.7363
Si 3.6965 1.366 14.4403
Si 1.0225 9.887 14.4113
Si 4.2309 6.3773 14.8447
Si 7.1271 3.0916 14.9589
Si 9.6467 1.2054 14.5112
Si 7.1002 9.3736 15.2382
Si 9.3277 7.0585 15.1231
Si -6.5907 -1.3633 20.3045
Si 0.3692 6.9435 17.6916
Si 5.6507 0.9203 16.6388
Si -2.0066 7.7031 19.5809
Si 13.0866 4.5054 17.5899
Si -5.0171 2.2646 22.9723
Si 5.2928 4.2213 16.7831
Si 9.6136 -4.1872 22.2559
Si 6.4432 6.2809 18.6204
Si -2.1292 1.9209 22.497
Si 6.7872 6.905 23.1533
Si 14.3229 0.3457 22.6127
Si 4.6889 4.9639 23.286
Si -6.1244 6.7141 20.9974
Si 1.1684 1.2346 16.2983
Si -2.9754 9.2771 24.7691
Si 1.0595 1.683 26.4169
Si 14.2656 -0.1531 18.0064
Si 0.6333 12.3365 21.4514
Si 2.8002 8.0193 29.3614
Si -0.566 3.9465 21.107
Si -0.1872 -2.517 24.5759
Si -1.5819 1.0254 27.3617
Si 2.7049 8.3752 16.5488
Si 6.6623 9.2182 18.2369
Si 0.4753 2.5487 18.8017
Si -8.7216 10.2148 25.1311
Si 12.7176 5.4989 28.0357
Si -0.6048 4.8832 29.6078
Si -1.3166 1.849 30.3001
Si -1.4971 8.7988 27.0812
Si 5.4681 -4.2813 29.4093
Si 4.3083 1.5441 30.0272
Si -3.3313 1.3573 25.0178
Si 3.0197 4.0774 25.8268
Si 4.3833 4.0687 28.3845
Si -8.1482 10.7243 28.0278
Si 8.4348 7.204 29.5308
O -5.9648 2.8926 29.3542
O -2.9538 1.3991 26.5821
O -2.2391 -3.1297 31.0413
O -0.272 11.7171 31.0221
O 1.4995 3.9914 -0.4376
O 0.0089 5.7163 30.8598
O 1.2509 9.6868 -0.479
O 2.6768 7.7608 -1.4314
O 5.3403 0.7325 30.9658
O 1.6719 1.0541 27.7942
O -0.4614 2.0508 26.788
O 8.2795 2.0217 31.2461
O 5.2642 6.0652 30.9352
O 6.8236 9.5928 31.8168
O 6.8748 7.3301 29.1819
N 2.3855 2.1391 15.3609
N 0.1152 11.1564 15.2987
O -2.7355 9.0135 18.9294
O 5.1497 5.108 15.3948
O 1.4581 4.4379 16.1441
N 6.0543 2.6775 16.3805
O 7.8821 -4.4546 19.3525
O 8.4344 2.1131 15.2756
O 4.7404 0.4708 15.3613
O 5.6816 9.6958 19.4635
O 8.2283 8.2048 15.6389
O 10.2911 6.6203 16.3931
O 6.1893 18.5731 17.8261
O 3.8279 4.3673 17.468
O 2.247 -1.6969 15.2489
O 3.7779 9.2969 17.3246
O -6.4568 1.619 22.6582
O 3.137 -0.5049 19.551
O 3.3973 6.9714 16.1436
O -0.8658 0.9891 21.9821
O 1.4153 5.7938 18.1924
O -5.6105 5.9388 19.6823
O -4.7936 7.2787 21.7397
O -0.4931 5.5098 21.4566
O -3.8778 8.2755 23.9319
O -1.4319 -1.5107 24.2265
O 4.611 0.9144 17.8914
O 12.233 -2.6941 17.3949
O 11.5159 1.2944 19.8235
N -4.2216 -0.6098 16.785
O 1.9362 0.7273 22.0817
O 10.3049 3.6023 19.4973
O 6.4283 5.0199 17.6244
O 15.17 -0.7423 21.778
O 14.7544 -2.9198 20.4684
O 1.9014 13.7896 25.8036
O -9.5665 8.9649 24.5407
O -2.6607 6.1805 22.9207
O -6.911 5.7558 22.0467
O 2.0349 0.3414 17.3177
O 1.0821 0.5331 25.2832
O -8.9809 14.1739 18.6185
O -3.6602 10.7088 24.6277
O -0.5966 7.3882 18.8837
O 6.8415 4.1356 31.8861
O 10.1466 3.3287 30.0143
O 3.6107 4.4096 24.3589
O 8.9787 3.3753 21.8247
O 11.565 -7.8019 21.7239
O 5.7459 16.8624 23.9877
O 5.6157 14.6969 22.6159
O -6.9148 0.5657 28.78
O -1.8338 1.2138 28.9267
O -2.0751 -8.9815 24.1249
O -10.7485 2.0762 17.2701
O 7.1526 12.4969 22.1708
O 2.3115 -1.3619 29.0134
O 2.2738 5.3771 26.4723
O 3.0665 2.0178 30.979
O 4.2104 3.6055 26.8353
O -1.0767 -0.5087 27.1559
O -0.4463 18.8443 26.1449
O -7.5768 10.6039 24.085
O 5.4098 -5.5698 28.4339
O 2.9158 4.6038 28.8825
O 1.8613 -3.8484 28.5084
O 2.9305 -0.8465 26.5601
O 11.2271 4.9479 28.3032
O -2.9292 8.7688 26.3139
O 6.2262 2.1791 24.5698
O -0.2844 -3.6811 23.4504
O -1.6622 -3.0343 21.1684
O 4.3478 -3.1838 29.0094
O 9.2978 8.1414 28.5372
O -2.0082 5.6482 29.3299

Results
free energy: -136305.263 eV
free energy less fixed offsets of N -386.36, O -570.45, Si -639.56 eV per atom: -0.083 eV

Forces (eV/angstrom), in the order of the atoms: element, x, y, z
Si 0.0058 -0.0079 0.0107
Si 0.0051 -0.0061 0.0085
Si -0.0069 0.0086 0.0102
Si 0.0004 -0.0004 0.0086
Si -0.0009 0.0002 0.0075
Si 0.0095 -0.0121 -0.001
Si -0.0049 0.0045 -0.0023
Si -0.0018 0.0003 0.0045
Si 0.0005 -0.0005 -0.0009
Si -0.0012 0.0012 -0.0007
Si -0.0018 0.0007 -0.0037
Si -0.0023 0.0003 -0.0035
Si 0.0039 -0.0005 -0.0025
Si 0.0016 -0.0008 -0.0054
Si -0.0011 0.0034 -0.0013
Si 0.0005 0.0003 0.0001
Si -0.0007 -0.0037 -0.0001
Si -0.0018 -0.0011 -0.0017
Si -0.0004 0.0031 -0.0007
Si 0.0011 0.0006 0.0021
Si -0.0026 -0.0043 0.0034
Si 0.0031 -0.0007 0.0018
Si -0.0005 -0.0008 -0.0003
Si 0.0014 0.003 0.0019
Si 0.0008 -0.0004 -0.0006
Si 0.0002 0.0022 0.0001
Si 0.0005 0 -0.0009
Si 0.0012 -0.0005 -0.0008
Si 0.0005 0 0.0019
Si 0.0006 -0.0008 0.0002
Si 0.0009 -0.0006 -0.0005
Si -0.0016 -0.0023 0.0001
Si -0.0002 -0.0001 -0.0002
Si -0.0007 -0.0011 0.0006
Si 0.0006 0.0007 0.0009
Si -0.0005 0.0001 -0.0004
Si -0.0006 0.0001 0.0002
Si 0.001 -0.0004 0.0011
Si 0 0.0006 0.0009
Si 0.0002 0.0003 0.0001
Si -0.0006 0 0.0002
Si 0.0001 -0.0015 -0.0001
Si 0.0011 -0.0003 -0.0001
Si 0.0004 0 -0.0004
Si 0.0007 -0.0006 -0.0003
Si -0.0001 -0.0002 0
Si -0.0006 -0.0011 0
Si -0.0005 -0.0005 0.0004
Si -0.0001 -0.0007 0.0008
Si 0.0005 0.0002 0
Si -0.0007 0.0002 0
Si -0.0017 0.0011 -0.0004
Si -0.0008 0.0003 -0.0002
Si -0.0005 0.001 -0.0002
Si 0.0001 -0.0004 -0.0002
Si 0 -0.0002 0.0003
Si 0.0015 0.0013 -0.0003
Si 0.0003 0.0001 0.0007
Si -0.0005 -0.0007 0.0004
Si -0.0003 -0.0022 0.0004
Si -0.0012 -0.001 -0.0008
Si -0.0018 -0.0019 -0.0001
Si 0.0003 0.0006 0.0018
Si 0.0009 0.0007 0.0009
Si 0.0004 0.0013 0.0004
Si -0.0017 0.0004 -0.0017
Si -0.0012 -0.0019 -0.0001
Si 0.0005 0.0013 -0.0005
Si 0.0001 -0.0017 -0.0014
Si 0.0014 0.0006 -0.0005
Si 0.0008 0.0027 -0.0003
Si -0.0012 -0.0009 -0.0005
Si 0.0045 0 -0.0066
Si 0.0008 0.0003 -0.0019
Si -0.0012 -0.0003 0.0001
Si -0.0005 0.0011 -0.0016
Si -0.0012 -0.0023 -0.0019
Si -0.0008 0 -0.0011
Si -0.0009 -0.0017 -0.0026
Si 0.0037 0.0004 -0.0002
Si -0.0056 0.0017 0.0015
Si -0.0035 -0.004 -0.0035
Si 0.0046 0.0024 0.0034
Si -0.0029 -0.0015 0.0008
Si -0.0024 -0.0009 0.0021
Si 0.0002 0.0023 -0.0017
Si 0.0016 -0.0008 -0.0012
Si 0.0044 0.0015 -0.002
Si -0.0007 -0.0018 0.0018
Si 0.0006 -0.0013 0.005
Si 0.0002 0.0017 0.0034
Si 0.0029 0.0016 0
Si -0.0056 0.0057 0.0062
Si 0.0008 -0.0011 -0.0003
Si -0.0063 0.0003 0.0059
Si -0.0066 -0.0052 0.0092
Si -0.0032 0.0042 -0.0112
Si 0.0003 -0.0001 -0.0105
Si -0.0023 -0.0014 -0.002
Si -0.0028 0.002 -0.0086
Si 0.0021 0.0008 -0.0055
Si 0.0012 0.0017 -0.0013
Si 0.0011 -0.0032 -0.0051
Si -0.0039 0.0022 -0.0087
Si -0.0015 0.0006 -0.0051
Si 0.0036 0.0015 -0.007
Si 0.0011 0.0002 -0.0077
Si 0.0014 -0.0028 -0.0084
Si -0.0001 0.0031 -0.0077
Si 0.0014 0.0052 -0.0099
Si 0.0013 -0.0008 -0.0065
Si -0.0025 -0.0012 -0.003
Si 0.0018 -0.0007 -0.0031
Si -0.0009 0.006 -0.0036
Si 0.0032 0.0019 -0.0089
Si -0.0016 0.0017 -0.0024
Si 0.0024 -0.0023 -0.0065
Si 0.0005 -0.0032 -0.0031
Si 0.0017 -0.0032 -0.0087
Si 0.0003 0.003 -0.0084
Si -0.0011 0.004 -0.0108
Si 0.0038 -0.0016 -0.0079
Si 0.0006 0.0024 -0.0056
Si 0.0029 0 -0.0027
Si -0.0011 0.0015 -0.0032
Si -0.004 -0.0042 0.0015
Si 0.0006 0.0019 -0.0036
Si 0.0015 -0.0019 -0.0017
Si 0.0029 -0.0006 -0.002
Si 0.0019 0.0048 -0.0037
Si 0.0005 -0.0005 -0.0031
Si -0.0003 -0.0005 -0.0032
Si -0.0011 0.0005 -0.001
Si -0.0004 0.0009 -0.0018
O 0.0013 0.0007 0.0033
O -0.0004 -0.0038 0.0054
O 0.0011 0.0002 0.0016
O -0.0065 0.0073 0.0064
O 0.001 0.0002 -0.01
O -0.0007 -0.0003 -0.0041
O -0.0019 0.0013 -0.011
O 0.0008 0.0019 0.0024
O 0.004 -0.004 0.0001
O 0 -0.0018 0.0023
O -0.0032 0.0014 0.0009
O -0.0061 0.0087 -0.007
O 0.0016 -0.0011 0.0003
O 0.0043 -0.0033 -0.0048
O 0.0002 0.0009 0.0003
N -0.0038 0.0016 0.0009
N -0.0031 0.0025 0.001
O 0.0013 -0.0015 0.003
O -0.0048 -0.0058 -0.0041
O 0.0011 0.002 0.0008
N 0.0011 0 0.0046
O 0.0037 -0.0001 -0.0012
O 0.0015 -0.0028 -0.0043
O 0.0057 -0.0022 0.0001
O -0.0019 0.0027 0.0033
O -0.0001 0.0015 -0.0061
O 0.003 0.0021 -0.0015
O -0.0021 -0.0015 0.0013
O -0.0012 0.0008 0.0069
O -0.0048 -0.0037 -0.0056
O 0.0002 0.0001 -0.0019
O 0.0014 0.0008 -0.0006
O 0.0002 -0.0075 0.003
O -0.003 0.0024 0.0034
O -0.0027 0.001 0.006
O -0.0041 -0.0013 0.0049
O -0.0017 -0.0038 0.0053
O 0.0067 -0.003 0.0052
O -0.0028 0.001 0.0013
O -0.0049 0.0051 0.0048
O -0.0009 -0.0047 0.0008
O -0.004 0.0019 0.0041
O 0.0005 -0.0054 0.0038
O -0.0016 -0.001 0.0074
N 0.0014 -0.001 0.0069
O 0.0028 0 0.0043
O -0.0005 0.0056 0.0054
O 0.0007 0.0024 -0.0037
O -0.0033 0.0038 0.0099
O 0.0079 0.002 0.0016
O -0.0023 0.0036 0.004
O -0.0013 0.0016 0.0073
O -0.0001 0.0025 0.0038
O -0.0014 -0.0005 0.0061
O 0 -0.003 0.0056
O 0.0026 0.0024 -0.0009
O -0.0003 -0.0022 0
O 0.0102 0.0016 -0.0026
O -0.0021 0.0022 0.0027
O -0.0035 0.0025 0.0124
O 0.0052 -0.002 -0.003
O -0.0011 -0.0001 0.0032
O -0.0045 -0.0033 -0.0037
O -0.0005 0.0009 0.0024
O -0.0002 -0.0007 0.0028
O 0.0004 -0.0005 0.0038
O 0.0009 0 -0.0004
O 0.0063 -0.0009 0.0085
O -0.004 0.0082 0.0056
O -0.0015 0.0006 0.0018
O 0.001 -0.0001 0.0012
O 0.0012 -0.0014 0.0011
O 0.003 0.0019 0.0025
O -0.0027 -0.002 0
O 0.0001 -0.0024 0.0032
O 0.0035 0.0017 -0.0024
O -0.0038 -0.0028 0.0032
O -0.0003 -0.002 0.0052
O -0.0006 0.0012 0.0031
O -0.0021 -0.0002 0.0018
O -0.0006 -0.0009 0.0024
O 0.003 -0.001 0.0011
O -0.0025 0 0.0013
O -0.0013 0.0051 0.003
O -0.003 -0.0085 0.0057
O 0.0065 0.0027 0.0022
O -0.0001 -0.0022 0.0088
O 0.0006 -0.0003 0.0013
O -0.0021 0.0005 0.0056
O -0.0008 -0.001 0.0014

The program warned: the cutoff lies below the one the program advises for these potential files; the forces do not sum to zero within the program's tolerance; empty levels may hold ghost states of the PAW files; the exchange-correlation potential is rough where the density is thin.
